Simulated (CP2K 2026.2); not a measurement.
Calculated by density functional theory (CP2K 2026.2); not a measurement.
Periodic cell of 432 atoms, Si324O108, from a study of silicon, its oxide and their interface. The atomic structure is a simulated model.
Doubt: the forces sum to 2.50 eV/angstrom along one axis rather than to zero, so they err by at least 0.0058 eV/angstrom per atom on average; the grid cutoff is modest.

Settings: functional PBE; method Gaussian and plane waves; basis set DZVP-MOLOPT-SR-GTH; pseudopotentials GTH-PBE; grid cutoff 300 Ry, relative cutoff 40 Ry; k points Gamma only; occupations fixed; spin none; net charge 0.

Cell vectors (angstrom)
a	16.32	0	0
b	0	16.32	0
c	0.2327	-3.2745	29.6041

Atoms and the computed forces on them: element, x, y, z (angstrom), force x, y, z (eV/angstrom)
Si	1.6559	-1.5528	-0.0117	-0.1662	0.168	0.7145
Si	3.8978	1.5847	0.1353	0.1687	-0.187	0.7774
Si	1.5887	3.7157	0.0669	-0.1061	0.2767	0.7096
Si	4.4103	6.5643	0.0298	-0.2382	0.0543	0.729
Si	0.8067	-6.5599	-0.1264	0.4668	-0.2247	0.62
Si	3.8021	-3.8692	-0.0294	0.1318	-0.1561	0.7041
Si	6.9855	-1.4436	0.1224	-0.2873	0.1003	0.7159
Si	9.7287	1.0204	0.0737	-0.0603	0.2287	0.7724
Si	6.5114	4.264	0.1928	0.2027	-0.0006	0.7172
Si	9.398	7.0054	-0.012	0.142	-0.2342	0.7203
Si	7.094	9.1662	0.0768	-0.0862	0.2257	0.7419
Si	-7.098	-3.6697	0.0542	0.1499	-0.3459	0.7415
Si	-4.3974	-1.2145	0.0267	0.2575	-0.0695	0.7739
Si	-1.6407	1.6253	0.0589	0.3333	-0.3791	0.5795
Si	-3.8296	3.9476	0.3088	-0.3612	0.1337	0.7011
Si	-1.5747	6.9318	0.2203	0.145	-0.1597	0.7056
Si	-3.6872	-7.0516	-0.01	-0.2695	0.218	0.7271
Si	-1.1452	-4.073	0.1199	-0.2791	0.0812	0.7382
Si	2.7453	-0.0146	1.3872	-0.0176	0.0084	-0.0592
Si	5.3877	2.7378	1.5154	-0.0055	0.0046	-0.0379
Si	2.704	5.446	1.254	0.0376	-0.0189	-0.0732
Si	5.4994	8.1013	1.4081	-0.0011	0.0017	-0.0823
Si	2.6406	-5.5369	1.1424	-0.0457	-0.0124	-0.0462
Si	5.3847	-2.7114	1.2963	0.0175	-0.0014	-0.0179
Si	8.1797	-0.002	1.4995	0.0087	0.0053	-0.0481
Si	-5.4955	2.6915	1.3478	-0.0149	-0.0142	-0.0569
Si	8.198	5.4421	1.3244	0.026	0.0044	-0.069
Si	-5.3726	8.1989	1.2822	0.0106	0.008	-0.0334
Si	8.1757	-5.4267	1.2562	0.0101	0.0096	-0.0379
Si	-5.5117	-2.6815	1.4511	-0.0064	0.0196	-0.0761
Si	-2.7431	-0.0586	1.272	-0.0211	-0.011	-0.0549
Si	0.0128	2.6432	1.4026	-0.0162	-0.0025	-0.0441
Si	-2.6967	5.4586	1.6149	-0.001	0.0143	-0.041
Si	-0.0398	8.1928	1.4139	0.0211	0.0287	-0.0651
Si	-2.7039	-5.379	1.334	-0.0043	-0.0078	-0.0604
Si	0.0825	-2.6178	1.4004	0.0313	-0.0102	-0.0316
Si	1.3375	1.2848	2.7635	0.0134	0.0155	0.0284
Si	3.9935	4.1199	2.7742	-0.0028	0.0291	0.0433
Si	1.3909	6.8134	2.6663	-0.0082	-0.0286	0.0053
Si	4.0428	9.5099	2.602	0.0076	0.0486	-0.0009
Si	1.3983	-4.1238	2.6579	0.0025	-0.0249	0.0309
Si	4.1042	-1.3648	2.735	0.01	-0.0024	0.0207
Si	6.8033	1.3824	2.7887	-0.0089	-0.0005	-0.0022
Si	9.4944	4.0617	2.7091	0.0078	0.0048	0.0197
Si	6.8541	6.7629	2.7646	-0.0167	-0.0238	0.0359
Si	9.5679	-6.7526	2.6477	0.0011	-0.0141	0.022
Si	6.765	-4.103	2.6379	0.0051	0.0066	0.0163
Si	-6.8211	-1.3583	2.8638	0.006	0.0003	0.0462
Si	-4.0776	1.3348	2.6914	0.0063	-0.0224	0.0472
Si	-1.2772	4.0529	2.8099	0.0039	-0.0281	0.0144
Si	-4.1295	6.851	2.7924	-0.0103	0.0226	0.0233
Si	-1.3898	-6.75	2.762	-0.0022	0.0264	0.0322
Si	-4.1068	-4.0849	2.7028	0.0139	0.011	0.0082
Si	-1.3688	-1.3318	2.7019	-0.0206	0.0045	0.0054
Si	-0.0356	-0.0227	4.1219	0.0155	-0.0023	0.0114
Si	2.6727	2.7094	4.1054	0.0046	0.0027	-0.0091
Si	0.0575	5.4665	4.096	0.0066	0.0068	0.0051
Si	2.7378	8.1656	4.0348	0.004	-0.0046	0.0084
Si	0.0168	-5.4132	4.0772	-0.0042	-0.0037	-0.0079
Si	2.7353	-2.7565	4.0527	-0.0079	-0.0065	-0.0116
Si	5.4454	-0.0077	4.1077	-0.0116	-0.0154	0.0047
Si	8.158	2.742	4.1213	0.0123	0.003	0.0059
Si	5.4338	5.4378	4.1051	-0.0012	-0.0165	-0.0113
Si	8.2057	-8.1318	4.0451	-0.0012	0.0077	-0.0075
Si	5.4045	-5.4528	4.0029	-0.0044	-0.0014	-0.0014
Si	8.1008	-2.7683	4.0903	0.0124	0.0011	0.0044
Si	-5.413	0.0174	4.1283	-0.004	0.0128	0.0009
Si	-2.7131	2.6877	4.0844	-0.0136	0.0072	-0.0224
Si	-5.4751	5.4326	4.0883	-0.0059	-0.0003	-0.0159
Si	-2.7416	8.1989	4.118	0.0057	0.0205	0.0022
Si	-5.4407	-5.4358	4.0813	-0.0212	-0.0065	0.012
Si	-2.723	-2.719	4.0464	0.0014	-0.0019	-0.0059
Si	1.3509	-1.3275	16.3869	0.0109	0.0302	0.0048
Si	4.0273	1.3308	16.3267	0.0015	0.0002	-0.0026
Si	1.392	4.1108	16.2885	0.0028	-0.0274	0.0233
Si	4.1067	6.8214	16.3021	0.004	0.0185	-0.0067
Si	1.3924	-6.7749	16.2657	0.0116	-0.0025	0.0091
Si	4.1403	-4.0343	16.3529	0.0129	0	0.0124
Si	6.8349	-1.3546	16.3415	-0.0146	-0.0038	-0.0086
Si	-6.7822	1.3307	16.3306	0.0003	-0.0098	-0.0099
Si	6.6913	4.0397	16.2967	-0.0158	-0.0174	0.0127
Si	-6.7966	6.8272	16.3032	-0.0021	-0.0077	0.0317
Si	6.7608	-6.8137	16.3225	-0.0051	0.0034	-0.0109
Si	-6.8172	-4.1139	16.3295	-0.0019	0.0038	0.0147
Si	-4.0742	-1.3555	16.2851	0.0082	0.006	0.0091
Si	-1.3673	1.3632	16.2474	-0.0195	0.0092	-0.0014
Si	-4.1272	4.0491	16.2656	0.0101	-0.0198	0.0002
Si	-1.3553	6.7981	16.2903	0.0017	0.0087	0.0287
Si	-4.0434	9.5383	16.3481	0.0036	0.0066	0.005
Si	-1.3545	-4.1038	16.37	-0.0231	-0.0147	0.0075
Si	2.6665	0.0683	17.7896	-0.007	0.0163	-0.0004
Si	5.343	2.6604	17.7145	0.0363	0.023	-0.0443
Si	2.7764	5.4641	17.6536	-0.0076	-0.0008	-0.0045
Si	5.4334	8.1507	17.7351	-0.001	-0.0048	-0.0167
Si	2.7695	-5.4353	17.6341	0.0055	-0.0202	-0.0369
Si	5.5017	-2.6649	17.7547	-0.0076	-0.0094	-0.0214
Si	8.2265	-0.0442	17.7157	-0.0008	-0.0103	-0.0084
Si	-5.4489	2.7065	17.69	0.0207	0.0032	-0.0086
Si	8.0427	5.4729	17.5396	-0.0184	0.0163	-0.0503
Si	-5.3946	8.1705	17.6879	-0.0285	-0.0087	-0.02
Si	8.0743	-5.4465	17.682	0.0058	0.0185	-0.0077
Si	-5.3765	-2.7803	17.622	0.0184	0.0232	-0.0325
Si	-2.7507	0.0631	17.628	-0.0245	0.0193	-0.0146
Si	0.0115	2.714	17.5701	-0.0108	-0.0143	-0.0248
Si	-2.7718	5.4122	17.5785	0.001	0.0095	-0.0086
Si	0.0315	-8.1284	17.6039	0.0099	-0.0126	-0.0345
Si	-2.6488	-5.5016	17.7875	0.0029	-0.0274	-0.0092
Si	-0.0212	-2.7061	17.7128	-0.0066	-0.0017	0.0023
Si	1.264	1.4881	19.1354	0.0219	-0.0063	0.0574
Si	3.943	4.0199	19.1014	0.0015	-0.0418	0.0057
Si	1.4281	6.8849	18.9384	0.0079	0.0046	0.0428
Si	4.1097	-6.7593	19.0793	-0.0079	0.0078	0.0615
Si	1.3885	-4.1022	18.9754	0.0077	0.007	0.0443
Si	4.0887	-1.2969	19.0868	0.0128	-0.0069	0.0382
Si	6.8458	1.3481	19.0092	-0.0383	0.033	0.0407
Si	-6.9053	4.1457	18.8318	-0.0095	-0.0094	0.0395
Si	6.7175	6.694	19.0702	-0.0096	-0.0249	0.0741
Si	-6.9058	9.4606	18.9727	0.0207	-0.0186	0.0309
Si	6.8415	-4.0489	19.1655	0.0258	0.0187	0.0363
Si	9.6286	-1.4518	19.0253	-0.0156	0.0007	0.046
Si	-4.0655	1.3968	19.108	0.0077	-0.0112	0.0337
Si	-1.3812	4.0503	18.8599	0.0001	-0.0064	0.0311
Si	-3.99	6.7829	19.0286	-0.0039	0.0297	0.0162
Si	-1.2414	-6.8954	19.1453	-0.0293	0.0299	0.0535
Si	-4.0395	-4.1008	19.0628	0.0231	0.0056	0.0402
Si	-1.4038	-1.2815	18.9925	0.0063	0.0139	0.0413
Si	-0.3328	0.2909	20.3724	0.2017	-0.0627	-0.7423
Si	2.1379	3.2542	20.5073	0.152	-0.1784	-0.7324
Si	-0.0235	5.4818	20.0676	-0.0085	0.0238	-0.4621
Si	2.5475	8.3973	20.3726	0.112	-0.1333	-0.7278
Si	0.3848	-5.6818	20.385	-0.2442	0.0257	-0.7225
Si	2.9048	-2.9283	20.292	-0.0637	0.2228	-0.7223
Si	5.4491	0.1112	20.4022	0.0218	-0.1289	-0.7119
Si	7.942	3.0142	20.244	0.0389	-0.0635	-0.708
Si	5.5646	5.0533	20.4012	-0.047	0.208	-0.6519
Si	8.3397	7.8233	20.3165	-0.1618	0.1893	-0.6899
Si	5.1714	-5.1396	20.4387	0.2595	-0.2259	-0.6597
Si	8.6238	-3.0559	20.4236	-0.2869	0.1092	-0.7725
Si	-5.1558	-0.2954	20.3549	-0.0593	0.2244	-0.7714
Si	-2.4347	2.5918	20.3643	-0.2435	0.0448	-0.7012
Si	-5.7273	5.671	20.1123	0.1423	-0.0253	-0.7446
Si	-2.2418	-8.6617	20.4095	-0.052	0.133	-0.7135
Si	-5.6402	-5.3776	20.2178	0.0893	0.0133	-0.6259
Si	-2.9092	-2.4401	20.3339	0.0258	-0.2331	-0.7358
Si	7.0769	7.7318	23.1299	0.0587	-0.0886	-0.1621
Si	1.6026	-1.042	22.4096	-0.0544	0.0817	-0.1193
Si	3.8125	-1.9387	-3.9376	0.0404	0.1349	0.0239
Si	0.943	2.1274	-4.1469	0.0014	-0.0232	0.0263
Si	-3.6311	-6.6708	22.1965	0.0056	-0.0438	-0.007
Si	7.9883	-2.9104	-5.1497	0.062	0.1162	-0.0201
Si	2.4116	-6.9301	-4.2357	0.0239	0.046	-0.0687
Si	-1.197	6.2525	-2.7283	0.0142	0.0355	0.2208
Si	-1.758	-0.7891	-4.1316	0.0089	0.0739	0.0533
Si	6.4823	2.2599	-4.0916	-0.1147	-0.0628	0.0746
Si	-0.2835	-7.153	-2.9747	-0.0184	0.0882	0.1996
Si	3.4949	6.768	-2.8064	-0.0006	0.0815	0.0122
Si	-7.1556	-4.0798	-2.8744	-0.0436	0.1257	0.0711
Si	-1.5571	-4.3529	22.2999	0.0776	0.0402	-0.0388
Si	-7.994	2.8746	-1.8579	-0.0013	-0.0001	0.078
Si	5.1352	4.8761	-4.6004	-0.1143	-0.0767	0.0044
Si	-3.199	-5.8897	-2.8076	0.2085	-0.1534	0.0938
Si	-5.0541	-6.9486	-5.1676	-0.0711	0.0273	-0.0775
Si	4.1514	6.7365	22.6052	0.0096	-0.07	-0.1057
Si	-8.0179	-7.6637	-4.9748	-0.0239	0.1416	-0.0052
Si	-5.4683	-7.4477	24.1387	-0.1447	0.0359	-0.0231
Si	5.4305	0.0243	-2.1489	0.0056	0.074	0.0592
Si	-6.4374	5.3104	-2.5175	0.0691	0.0514	0.0078
Si	4.2316	-4.8531	-2.9696	0.0454	0.0258	0.196
Si	-2.8807	-2.9016	-2.1714	0.0515	0.0359	0.2236
Si	-6.3927	1.6447	22.3711	0.0122	0.0358	-0.2444
Si	1.2061	4.617	-2.7916	0.0155	-0.0666	0.0653
Si	3.5747	1.4581	22.3852	-0.0044	0.0707	-0.0577
Si	-1.9172	1.8999	-2.9856	-0.0695	0.1171	0.2073
Si	5.9138	-4.6379	23.2276	0.1207	-0.1795	-0.0266
Si	8.1172	5.6932	-4.9967	0.1015	0.0459	0.077
Si	-3.6857	4.5519	-2.6861	0.0762	-0.1741	0.0356
Si	6.8529	-1.8528	22.5276	0.0149	-0.0248	-0.1311
Si	1.2151	-0.5952	-3.0031	0.1056	-0.0035	0.0989
Si	6.8573	-6.2917	-2.8031	0.0173	0.0003	0.1087
Si	-4.3126	3.9311	22.3577	0.0669	-0.0321	-0.1017
Si	1.3577	-1.4003	5.423	-0.0156	-0.0073	0.0076
Si	4.0682	1.3586	5.4421	-0.0022	0.0115	0.0122
Si	1.3613	4.0894	5.4775	-0.0019	-0.008	0.0179
Si	4.0865	6.8249	5.4355	0.0008	-0.0072	0.0069
Si	1.3684	9.516	5.411	0.0156	0.0115	0.0123
Si	4.0891	-4.0975	5.4201	0.0121	0.0083	0.0078
Si	6.7873	-1.3795	5.4598	0.011	-0.0036	0.0122
Si	9.5289	1.3756	5.462	0.002	-0.001	0.0158
Si	6.784	4.0824	5.4705	-0.0177	0.0018	0.0085
Si	9.5099	6.8112	5.445	-0.0014	-0.0025	0.0043
Si	6.7928	-6.7937	5.3826	0.0042	0.0009	0.007
Si	9.4995	-4.0941	5.4377	-0.0014	0.0022	0.0186
Si	-4.0631	-1.3696	5.4507	0.0058	0.0047	0.0067
Si	-1.372	1.3512	5.4745	-0.0048	0.0088	0.0231
Si	-4.0801	4.0747	5.4226	0.0048	-0.0028	0.012
Si	-1.3517	6.8131	5.4283	-0.0088	-0.0063	0.0092
Si	-4.093	-6.7765	5.4688	0.0058	0.005	0.0213
Si	-1.3566	-4.0606	5.4265	-0.0119	-0.0285	0.0108
Si	2.7063	-0.0152	6.7851	0.0056	-0.0088	-0.0134
Si	5.4299	2.7085	6.8127	0.0051	0.0042	0.0086
Si	2.7349	5.4548	6.8075	0.0114	-0.0075	-0.0044
Si	5.4503	-8.1403	6.7861	-0.0021	-0.0072	-0.0055
Si	2.7244	-5.4484	6.7838	0	-0.004	0.0016
Si	5.4272	-2.7367	6.8065	0.001	0.002	-0.0009
Si	8.1627	-0.0066	6.7988	0.0027	-0.0066	0.002
Si	10.8854	2.7338	6.8132	-0.0008	0.0045	-0.0023
Si	8.1463	5.4574	6.8097	-0.0015	0.0033	-0.0039
Si	10.8759	-8.1601	6.8089	-0.0009	0.0027	0.0029
Si	8.1407	-5.4533	6.7885	0.0017	0.0047	-0.0053
Si	10.8721	-2.7264	6.7912	-0.0031	-0.0051	0.0027
Si	-2.7202	-0.0142	6.8292	0.0108	0.0031	0.001
Si	-0.014	2.7286	6.8187	-0.0132	0.0099	0.0045
Si	-2.7173	5.4407	6.781	-0.0029	-0.0018	0
Si	0.0076	8.1687	6.7891	0.0002	0.0019	-0.0032
Si	-2.7155	-5.4172	6.7992	-0.0039	-0.002	0.0057
Si	-0.0009	-2.7247	6.8077	0.0004	0.0062	-0.0029
Si	1.3561	1.3534	8.1537	0.0025	0.0008	-0.0134
Si	4.082	4.0839	8.1658	-0.0024	0.0048	0.002
Si	1.3615	6.8103	8.1598	-0.0004	-0.0042	-0.0064
Si	4.086	-6.7923	8.1543	0.0094	0.0059	-0.0059
Si	1.3637	-4.0899	8.1531	-0.0074	-0.0022	-0.0056
Si	4.0682	-1.3668	8.1545	-0.0052	-0.0078	-0.0087
Si	6.7971	1.348	8.1607	-0.0037	0.0047	-0.0079
Si	9.5159	4.0925	8.1613	0.0055	-0.002	-0.0061
Si	6.791	6.8146	8.164	0.0062	-0.0015	0.0015
Si	9.5072	-6.8033	8.1583	-0.0153	-0.019	-0.0036
Si	6.7971	-4.0872	8.1609	0.0063	0.0043	-0.0017
Si	9.5208	-1.3636	8.1595	0.0002	0.0101	-0.0007
Si	-4.0862	1.3589	8.1718	-0.0024	0.0022	-0.0028
Si	-1.3769	4.0864	8.1678	-0.0003	-0.0007	-0.0004
Si	-4.0746	6.7989	8.1528	-0.0003	0.0006	-0.0038
Si	-1.3557	-6.7909	8.1482	-0.0055	0.0055	-0.0048
Si	-4.0834	-4.0738	8.1621	0.0155	-0.0052	-0.0105
Si	-1.351	-1.3658	8.1774	-0.0035	0.0001	-0.0026
Si	0.0052	0.0009	9.5271	-0.0008	0.0036	-0.0028
Si	2.7176	2.7152	9.5125	0.0003	0.0085	-0.0023
Si	-0.0073	5.4493	9.5132	-0.0058	-0.0104	0.0049
Si	2.7239	-8.1481	9.5182	0.007	-0.0026	0.0042
Si	0.0009	-5.4396	9.5164	-0.001	-0.0135	-0.0036
Si	2.717	-2.7241	9.5174	-0.0044	0.0072	0.0009
Si	5.4336	-0.0111	9.5161	0.0029	0.0006	-0.0018
Si	8.1558	2.719	9.5125	0.0012	0.0015	-0.0034
Si	5.4374	5.4461	9.521	0.0025	-0.0017	0.0006
Si	8.1567	-8.1578	9.5271	-0.0039	-0.0006	0.0028
Si	5.4386	-5.4378	9.5262	-0.0029	-0.0028	0.0049
Si	8.1574	-2.7227	9.5174	0.0075	-0.0058	-0.0031
Si	-5.4465	-0.0035	9.527	0.0011	-0.0004	0.0003
Si	-2.7293	2.7201	9.5313	-0.0058	-0.0024	0.0039
Si	-5.4387	5.4454	9.5183	-0.0009	0.0058	-0.0033
Si	-2.7179	-8.1523	9.5075	0.0125	-0.0056	-0.0025
Si	-5.4453	-5.4409	9.5133	0.0003	0.0048	-0.0091
Si	-2.7196	-2.7228	9.5274	-0.0052	0.005	-0.0005
Si	1.3677	-1.359	10.8811	-0.0025	-0.0017	-0.0028
Si	4.0806	1.3568	10.8751	0	0.0018	-0.0006
Si	1.3492	4.0763	10.8626	-0.0014	0.0024	-0.0011
Si	4.0807	-9.5109	10.878	-0.0008	-0.0144	0.0098
Si	1.3635	-6.7867	10.8813	-0.0131	0.0112	0.0046
Si	4.0788	-4.075	10.884	0.0052	-0.0045	0.0003
Si	6.7909	-1.369	10.88	0	0.0027	-0.0018
Si	9.5053	1.3559	10.88	0.0009	0.0049	-0.0011
Si	6.7965	4.0788	10.8727	-0.0004	0.0086	-0.0025
Si	9.5206	-9.5205	10.8806	0.0047	-0.0085	0.0006
Si	6.8028	-6.7946	10.8853	0.0092	-0.0095	0.0044
Si	9.5228	-4.0777	10.8761	-0.0037	0.0039	-0.0057
Si	-4.0798	-1.3634	10.8828	0.0049	0.0004	0.0029
Si	-1.3631	1.355	10.8819	0.0083	-0.0006	0.0053
Si	-4.0922	4.083	10.8869	-0.0085	-0.0024	0.0038
Si	-1.3616	6.8136	10.8751	-0.0011	0.007	0.0025
Si	-4.0808	-6.7985	10.8733	-0.0069	-0.0051	0.0013
Si	-1.3562	-4.0839	10.8831	0.0053	-0.003	-0.0018
Si	2.7283	-0.0006	12.2435	0.0016	0.0005	0.0064
Si	5.4421	2.7154	12.2346	0.0125	0.0116	0.005
Si	2.7083	5.4399	12.2139	-0.0069	-0.0111	-0.0063
Si	5.445	-8.1542	12.243	0.0025	0.0116	0.0069
Si	2.7155	-5.422	12.2489	0.0021	-0.0056	0.0029
Si	5.4375	-2.7234	12.2525	-0.0107	-0.0125	0.0014
Si	8.145	-0.0078	12.2406	-0.011	0.0003	0.0039
Si	10.8589	2.719	12.2394	0.0005	-0.008	0.0061
Si	8.154	5.4358	12.2322	0.0047	-0.0052	0.0005
Si	10.8805	-8.1592	12.2361	-0.0111	-0.0074	0.0032
Si	8.1679	-5.4323	12.2399	0.011	0.0069	0.0001
Si	10.8819	-2.7238	12.2421	0.0045	-0.0019	-0.0049
Si	-2.7141	-0.0152	12.2427	-0.0116	0.0015	0.0032
Si	-0.0032	2.7179	12.2326	-0.0032	0.0017	-0.0017
Si	-2.7251	5.4532	12.232	0.0073	0.0046	0.0011
Si	0.0007	8.1741	12.2356	0.0013	-0.0108	-0.0009
Si	-2.7241	-5.4383	12.2406	0.002	0.0033	0.004
Si	0.0132	-2.7226	12.2354	0.0015	0.0123	0.0048
Si	1.3568	1.3567	13.5932	0	0.0108	0.0025
Si	4.0658	4.0811	13.5675	-0.0113	0.0092	-0.0095
Si	1.3641	6.805	13.5788	0.0038	-0.0055	0
Si	4.0816	-6.7857	13.5915	-0.006	0.004	-0.0034
Si	1.3772	-4.0458	13.6253	-0.0025	0.0011	-0.0066
Si	4.0826	-1.3583	13.6168	0.0142	0.0009	0.003
Si	6.7865	1.347	13.6112	-0.0049	-0.0068	-0.0008
Si	9.4814	4.063	13.6059	0.0026	-0.001	-0.0001
Si	6.8115	-9.5168	13.5979	0.0038	-0.0032	0.0052
Si	9.5323	-6.7901	13.5959	-0.0075	0.0081	-0.0019
Si	6.806	-4.0841	13.6062	0.0067	-0.0051	-0.0023
Si	9.5107	-1.3696	13.5919	-0.0043	-0.0012	-0.0089
Si	-4.0889	1.3514	13.5753	0.0029	0.001	-0.0042
Si	-1.3607	4.0907	13.5789	-0.0044	-0.0058	0.0007
Si	-4.0871	6.8027	13.6027	0.0024	0.0001	0.0018
Si	-1.3561	9.534	13.6009	0.001	-0.0039	0.0036
Si	-4.0799	-4.0799	13.611	-0.0123	0.0127	0.0044
Si	-1.3487	-1.3853	13.6005	0.0053	-0.0071	-0.0084
Si	0.007	-0.0193	14.9502	-0.0056	-0.0091	-0.0056
Si	2.7231	2.7208	14.9408	0.0011	0.0097	0.0058
Si	0.0082	5.446	14.9353	-0.0034	0.0149	-0.0164
Si	2.7325	8.1591	14.9356	-0.0032	-0.0016	-0.0212
Si	0.007	-5.4127	14.9561	-0.0002	0.0075	-0.0015
Si	2.7339	-2.6846	15.0174	0.0056	-0.0042	-0.0006
Si	5.4363	-0.0107	14.9912	-0.0027	-0.0032	-0.0097
Si	8.1319	2.6938	14.9911	-0.0032	0.0042	0.0016
Si	5.4189	5.4417	14.921	0.0017	-0.0058	-0.008
Si	8.1637	-8.1323	14.9552	0.013	-0.0019	-0.0032
Si	5.4324	-5.43	14.9641	-0.0023	-0.0105	-0.0165
Si	8.1667	-2.7288	14.9686	0.0061	0.0001	0.0028
Si	-5.4451	-0.0094	14.9356	0.0099	0.0052	-0.0096
Si	-2.7333	2.7245	14.9136	-0.0012	0	-0.0167
Si	-5.4771	5.4356	14.9375	-0.0054	-0.0028	-0.0091
Si	-2.7178	8.1699	14.9571	-0.0137	-0.0077	-0.0026
Si	-5.4291	-5.4469	14.9775	0.0021	-0.004	-0.0165
Si	-2.7016	-2.7409	14.9764	0.0027	-0.0005	-0.0115
O	-7.1018	1.3423	23.7777	0.1924	-0.4281	0.2686
O	6.401	-6.6939	-1.3145	-0.3593	0.1768	-0.0584
O	1.0159	4.4313	20.8613	-0.0125	-0.0245	0.352
O	-0.9887	6.2073	-1.1172	-0.0062	-0.5225	0.114
O	-8.0748	8.1001	-0.3888	0.0436	0.2307	0.0011
O	-2.6609	5.7148	-3.1208	-0.1263	0.1118	-0.7336
O	4.7192	5.4746	21.7485	-0.4633	-0.1363	0.075
O	3.9543	7.3185	-1.3518	0.187	0.5184	-0.2143
O	8.0448	-2.5992	-0.3206	0.0668	-0.0463	-0.2383
O	2.7979	2.6917	-0.3338	0.0879	-0.1209	-0.5606
O	7.0115	3.3477	-1.0558	-0.3525	-0.1614	-0.1483
O	0.2831	-0.4415	21.695	-0.2615	-0.0299	0.3793
O	1.4688	-6.8022	20.9151	-0.1115	-0.0079	0.4027
O	6.006	0.8876	-3.3826	0.0909	-0.1543	-0.3108
O	1.7428	3.4981	-3.8254	0.579	0.0805	-0.1309
O	-0.1154	5.2818	-3.4133	-0.148	-0.3014	-0.8332
O	4.632	1.3055	21.1677	-0.1909	0.2218	-0.0137
O	1.1607	-0.8882	-1.4129	-0.2301	0.2172	0.0533
O	7.2655	-7.4635	24.2606	-0.4258	-0.3079	0.0843
O	-1.4066	1.4248	20.8982	0.2231	-0.2127	0.5304
O	3.9724	-4.0694	20.7681	-0.0699	-0.0389	0.2676
O	7.6444	-8.0298	21.7166	-0.1857	0.4166	0.2203
O	-5.9026	0.2754	21.6854	-0.1918	-0.3024	0.3217
O	4.4153	-4.4691	-1.4108	0.5913	-0.1694	0.1819
O	-5.9431	-4.4177	-3.8877	0.568	-0.1693	0.2492
O	-0.091	-5.2193	-0.3516	0.0227	0.1339	-0.6204
O	2.6971	-2.7359	-0.4594	0.2311	-0.2522	-0.3734
O	-0.6116	2.3908	-3.7918	-0.0182	0.5308	-0.2726
O	-1.3709	1.3786	-1.5344	0.3018	-0.4828	-0.319
O	-2.0564	-2.9776	21.6205	0.1319	0.3495	0.3509
O	-2.9224	3.4709	21.6623	0.3975	0.4963	0.2023
O	5.2953	3.3717	-3.9955	-0.2754	-0.2922	0.4347
O	-3.9708	-6.5039	-1.5137	-0.5105	0.0032	-0.1944
O	2.1681	-2.319	21.6085	-0.1679	-0.1059	0.5047
O	-6.4601	-3.9205	-1.4302	0.6757	-0.1006	-0.1335
O	5.4861	7.5015	23.0768	-0.0727	0.3235	0.1777
O	0.8326	3.9941	-1.3469	-0.5723	-0.1756	-0.1286
O	-1.6272	-3.2384	-1.1981	0.0674	0.5543	-0.2205
O	6.1721	-0.7584	21.5692	-0.2234	0.0734	-0.0221
O	-3.9352	-6.5035	-4.0963	0.1946	-0.3788	0.0245
O	2.7319	0.0967	22.459	0.0317	-0.1245	0.27
O	-4.9573	-6.3769	21.3175	-0.2522	-0.2673	0.0795
O	5.7179	-5.6008	21.9246	-0.1549	-0.4572	0.1924
O	2.3129	5.7278	-2.5301	0.0653	-0.0595	0.4423
O	-6.7763	6.7823	20.6952	0.067	-0.0215	0.5811
O	7.3707	-4.9155	23.9244	0.1488	0.3586	0.376
O	4.583	-1.2073	-2.7283	0.0502	-0.3134	0.2883
O	4.5042	0.9689	-1.2359	0.078	-0.0301	-0.1405
O	-5.4664	-0.0571	-0.4402	0.217	0.2151	-0.6179
O	-2.9134	-8.0644	21.7818	-0.0094	-0.1524	0.4792
O	4.3026	1.6829	23.7948	-0.2278	0.1861	0.1291
O	-7.4903	2.3788	21.4412	0.0121	-0.15	0.1923
O	0.6589	-7.2305	-1.6268	0.099	-0.4195	-0.2062
O	-7.387	1.5076	-1.2651	0.0636	-0.2837	-0.5692
O	-2.6312	8.0582	-0.3099	-0.0054	-0.0188	-0.0223
O	-6.2637	6.4915	-1.4177	0.3105	0.2642	0.0794
O	-4.0717	4.6754	-1.1196	-0.4862	0.117	0.0627
O	4.0031	-3.5235	-3.8315	-0.0249	-0.1334	-0.3746
O	1.2636	-1.5292	23.8993	-0.0394	-0.5925	-0.1735
O	-5.1183	2.5797	22.671	0.369	-0.3162	0.2782
O	7.9484	6.4248	23.5331	0.195	-0.1485	-0.346
O	-6.657	-4.2528	20.8621	0.0537	0.0293	0.4099
O	-1.1161	6.5055	20.8359	0.1191	-0.199	0.1002
O	-8.0982	-2.3493	21.8376	0.5683	0.4345	0.3244
O	6.5833	5.2837	-5.1407	-0.0129	0.039	-0.4978
O	-6.7229	-6.5273	23.637	0.1898	0.3044	-0.4818
O	-3.0389	3.0828	-2.9743	0.0084	-0.2821	-0.1009
O	-3.9341	-2.0254	-1.3075	0.1224	-0.1413	-0.1362
O	-2.7554	2.7909	-0.0221	0.0883	0.0882	0.0518
O	6.7753	4.0182	20.8432	0.0595	0.1985	0.114
O	-5.2568	7.379	23.507	-0.0476	-0.1556	-0.749
O	-6.8487	3.9853	-1.6863	0.4643	-0.0866	0.5726
O	-1.5749	-6.1561	-2.8476	0.1514	0.473	-0.1777
O	0.7816	-6.8356	-4.1721	-0.1687	0.2081	-0.438
O	-2.6287	-5.4729	21.8954	-0.0761	-0.0836	-0.132
O	-0.9661	7.7374	-3.2735	-0.1112	0.0147	-0.4056
O	-1.4923	-4.1884	23.8783	0.0002	0.0841	0.0003
O	3.2419	7.6779	21.6562	0.1672	-0.1384	0.0602
O	-4.0307	-1.3718	20.8769	0.0979	-0.1089	0.5519
O	7.3395	-7.5683	-3.6706	-0.3617	-0.4638	0.013
O	4.704	5.9572	-3.4911	0.3076	0.0252	-0.0037
O	-2.5131	0.5885	-3.7257	-0.4785	-0.0025	0.0323
O	5.4661	5.3794	-0.3998	-0.1637	0.0548	-0.1696
O	7.118	-1.2335	23.9745	0.2718	0.3546	0.0186
O	-5.192	4.8202	21.3662	0.0534	-0.3366	0.2146
O	5.5512	-5.6313	-3.473	-0.0103	0.0201	-0.5234
O	7.865	2.7222	-3.3877	0.3381	0.2287	-0.6394
O	-2.4935	-2.0442	-3.4672	-0.095	-0.2745	-0.3782
O	-7.6614	5.7216	-3.4787	-0.2007	0.3109	0.1167
O	6.5817	-0.6178	-1.2216	0.4687	0.315	-0.1011
O	5.872	-3.1168	22.695	-0.3411	0.0013	-0.334
O	-0.2418	-0.8144	-3.6168	0.1053	-0.033	-0.0018
O	-6.476	-7.4119	-4.5277	0.0551	0.2713	0.3708
O	2.9565	-5.8045	-3.2098	-0.2101	0.0715	-0.0015
O	-7.8336	3.9066	23.9883	0.0157	-0.0142	-0.5909
O	-3.436	-4.2993	-2.722	-0.4772	0.0712	-0.1747
O	-0.1449	-4.8627	21.7018	0.3372	0.2121	0.4883
O	8.1016	-5.2766	-2.7326	0.1355	-0.1173	0.0582
O	4.6841	-4.7895	24.2509	-0.2383	0.3082	-0.208
O	-5.1078	4.9359	-3.3831	-0.0444	-0.0942	-0.7636
O	-4.1128	4.8663	23.6531	0.4361	-0.0562	0.3301
O	2.9548	7.9526	-3.7388	0.0931	-0.2399	-0.064
O	-4.0941	-6.6807	23.7477	0.373	0.1468	0.5575
O	2.2539	-1.5432	-3.8014	-0.3592	-0.479	-0.2336
O	2.6348	2.7164	21.9798	-0.2331	0.3196	0.6711
O	3.2282	6.3288	23.8688	-0.123	-0.0417	-0.0717
O	-7.9407	-2.8126	-3.564	-0.0947	0.5431	0.3037
O	1.6023	0.9587	-3.2464	0.493	0.3564	0.3328

Results
total energy: -82021.360 eV
total energy less fixed offsets of O -438.25, Si -107.07 eV per atom: 0.320 eV
